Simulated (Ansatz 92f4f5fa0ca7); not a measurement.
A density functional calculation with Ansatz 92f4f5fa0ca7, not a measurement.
Periodic cell of 261 atoms, Si144O117, from a study of silicon, its oxide and their interface. The atomic structure is a simulated model.
This geometry differs little from another in the collection (a relaxation step or a small displacement).

Settings
functional: r2SCAN
potential files: Ansatz PAW
basis: plane waves
wave-function cutoff: 800 eV
density cutoff ratio: 5
exchange-correlation grid ratio: 1
k mesh: 1 x 1 x 1, shifted by 0.5 0.5 0 of a step
self-consistency stop: 1e-10 eV per atom in the density residual
occupations: fixed
spin: none
net charge: 0

Cell vectors (angstrom)
a 10.88 0 0
b 0 10.88 0
c -3.522 2.4287 37.8038

Atoms and the computed forces on them: element, x, y, z (angstrom), force x, y, z (eV/angstrom)
Si 5.4022 -0.4848 -2.8569 0.015 -0.0089 -0.1742
Si 2.7056 2.9176 -2.2547 0.0045 -0.0067 -0.125
Si 2.5182 -2.9571 0.1707 -0.0057 -0.0004 -0.0264
Si 6.2009 7.907 -4.5381 -0.0113 0.0019 -0.204
Si -2.7319 2.3672 -8.4138 0.0267 0.0212 -0.163
Si 5.6147 2.4706 -6.872 0.0249 -0.0216 -0.2239
Si 6.8437 6.3827 -1.8953 0.0064 0.0032 -0.157
Si 2.7787 -2.1014 -1.9802 -0.0045 0.004 -0.1228
Si 3.2536 3.3309 0.0231 -0.0019 -0.0046 -0.0032
Si 4.9829 5.0974 0.1844 0.0129 0.0181 -0.0412
Si 2.5741 -2.1953 -8.466 -0.0063 0.0055 -0.1914
Si 6.0806 0.4516 0.1053 -0.0043 -0.0184 -0.0598
Si -3.1457 2.2362 0.2085 0.017 0.0121 -0.0511
Si 0.3001 5.6778 0.1307 -0.0087 -0.0104 -0.0673
Si 8.3324 8.3748 0.1113 -0.016 -0.0081 -0.0584
Si -0.4259 -0.2301 0.1507 0.0107 0.013 -0.0664
Si 1.4526 4.0935 1.3885 0.0062 -0.0015 0.0035
Si 4.0405 6.7749 1.5126 -0.0059 0.0006 0.0066
Si 1.2925 -1.3499 1.3701 -0.0028 -0.0037 0.003
Si 4.1756 1.4406 1.1835 -0.0002 0.0087 0.0021
Si 6.737 4.0298 1.3595 -0.0032 -0.0004 0.0018
Si 9.5393 6.8053 1.3766 0.0004 0.0005 0.0029
Si 6.8398 9.5764 1.4709 -0.0021 0.0013 0.0021
Si -1.4715 1.3077 1.5445 -0.0014 0.001 0.0027
Si 0.0237 2.7187 2.6915 -0.0007 0.003 -0.0025
Si 2.6739 5.4494 2.8762 -0.0007 -0.0001 -0.0012
Si -0.0095 -2.7214 2.7942 -0.0018 0.0029 -0.0013
Si 2.7426 0.0576 2.5777 -0.0013 0.0014 -0.0006
Si 5.4284 2.6879 2.7776 -0.0013 -0.0004 0.0004
Si 8.1494 5.4209 2.6667 -0.0005 0.001 -0.0009
Si 5.4384 8.1906 2.7438 -0.0007 -0.0003 0.0005
Si 8.137 -0.0351 2.9488 -0.0019 0.0003 0.0018
Si 1.3908 1.3566 4.0214 0.0004 0.0002 -0.0012
Si 4.0781 4.062 4.1291 -0.0007 -0.0007 -0.0014
Si 1.3223 -4.0608 4.1907 -0.0008 0.0016 0
Si 4.0478 -1.3083 4.0465 -0.0021 0.0014 -0.0002
Si 6.7609 1.3644 4.1998 -0.001 0.0025 0.0003
Si -1.3558 4.0834 4.057 -0.0021 0.0003 0.0009
Si 6.8106 6.7933 4.0489 -0.0013 0.0012 0.0001
Si -1.3412 9.4849 4.1872 0 -0.0009 0.0016
Si 2.7057 2.695 5.4349 -0.0013 0.0001 0.0006
Si 5.457 5.4477 5.4242 -0.0002 0.0009 0
Si 2.723 -2.6755 5.4669 -0.0009 0.0009 0.0013
Si 5.3852 -0.0049 5.4998 -0.0019 0.0009 0.0014
Si -2.7079 2.743 5.472 -0.0007 0.001 0.0016
Si -0.0423 5.4274 5.4932 -0.0021 0.0009 0.0018
Si -2.7358 8.12 5.4634 0.0002 -0.0015 0.0003
Si 0.0409 0.018 5.4278 -0.0013 0.0004 0.0001
Si 1.353 4.0387 6.7949 -0.0019 -0.0003 0.0012
Si 4.1016 6.8012 6.7872 -0.0008 0.0017 0.0009
Si 1.3529 -1.3198 6.8216 -0.001 0.001 0.0009
Si 4.0371 1.3776 6.8392 -0.0012 0.0001 0
Si 6.7941 4.1139 6.811 -0.0015 0.0017 0.001
Si -1.4035 6.7903 6.8494 -0.0019 0.0006 0.0006
Si 6.7883 -1.3923 6.8006 -0.0016 0.0006 0.0012
Si -1.3279 1.3542 6.7941 0 0.0009 0.0012
Si 0.0166 2.6927 8.1846 -0.0006 0.0007 0.0015
Si 2.7358 5.4035 8.1134 0.0005 -0.0003 0.001
Si -0.0294 -2.6883 8.1497 -0.0015 0.0006 0.0011
Si 2.6798 0.0373 8.1979 -0.002 -0.0001 0.0011
Si 5.4115 2.7662 8.1527 -0.0022 0.0008 0.0002
Si 8.1176 5.4497 8.2134 -0.0014 0.0007 0.0011
Si 5.462 8.1296 8.1785 -0.0004 0.0003 0.0012
Si 8.1768 -0.0255 8.1223 0.0003 0.0007 0.0005
Si 1.3479 1.3696 9.6234 -0.0009 0.0003 0.0001
Si 4.0682 4.1021 9.5777 -0.0001 0.0006 0.0008
Si 1.3567 6.7792 9.3928 -0.0006 0.0002 -0.0012
Si 4.0734 -1.3565 9.4389 -0.0012 0.0003 -0.001
Si 6.8076 1.3744 9.4013 -0.0004 -0.0001 0.0008
Si -1.3642 4.0689 9.4785 -0.0004 0.0013 0.0002
Si 6.7822 6.7917 9.6246 -0.0012 0.0008 -0.0001
Si -1.3787 -1.3547 9.5653 0.0002 0.0008 0.0013
Si 2.7153 2.7588 10.9824 0.0005 0.0009 0.0008
Si 5.3954 5.4516 11.008 -0.001 -0.002 -0.0008
Si 2.7264 8.1103 10.7162 -0.0031 -0.0013 0.002
Si 5.4294 0.0413 10.7207 -0.0006 0.0001 0.0014
Si -2.7253 2.6902 10.7808 -0.002 0.0005 -0.0014
Si -0.0036 5.4713 10.7677 0.0014 0.0048 0.0003
Si 8.1661 8.1606 10.9714 -0.0004 0.0017 -0.0001
Si -0.0259 -0.0152 10.9678 -0.0029 0.001 -0.0009
Si 1.3115 4.1997 12.2382 -0.0012 -0.0047 0.0033
Si 3.9835 6.8833 12.2878 0.0068 0.0019 0.003
Si 1.3821 -1.5094 12.1276 -0.004 0.0044 0.0028
Si 4.1298 1.3257 12.2257 -0.0014 0.006 0.0032
Si -4.0576 4.0037 12.2213 -0.004 0.0023 0.0065
Si -1.2971 6.7608 12.2731 -0.0073 -0.0001 0.0019
Si 6.7193 -1.2857 12.1555 -0.0003 -0.0013 0.0028
Si -1.419 1.3895 12.2728 0.0002 -0.001 0.0031
Si -0.5313 3.2874 13.3545 -0.0093 0.0076 -0.0432
Si 2.2149 5.9525 13.5562 -0.0057 0.0023 -0.0022
Si 0.4753 -3.188 13.5455 -0.0004 -0.0028 -0.0003
Si 6.842 4.5643 22.4203 0.0039 -0.0074 -0.1457
Si 5.9891 2.1617 13.43 0.0049 -0.0094 -0.0465
Si -2.2489 4.9277 13.4024 0.0088 -0.0074 -0.0545
Si 4.9186 8.7622 13.4131 -0.0132 0.0037 -0.045
Si -3.2503 0.4419 13.4299 -0.0086 0.0121 -0.0514
Si 0.013 -1.3549 -7.5424 0.0248 -0.0035 -0.1929
Si -2.7265 0.445 -10.5455 -0.0151 -0.0046 -0.2016
Si 7.6086 5.4537 16.3687 -0.0021 -0.016 -0.1341
Si 6.1817 1.9039 23.2922 0.0478 0.0202 -0.1726
Si 7.7801 -0.4575 24.2586 0.0054 0.0329 -0.2149
Si 6.968 7.6367 -12.1038 0.0182 0.011 -0.1652
Si 4.1378 4.793 -8.1341 -0.0118 -0.003 -0.186
Si 2.137 -0.1299 15.2883 -0.0034 -0.0299 -0.0963
Si 1.4487 2.2929 18.6781 0.0388 0.0058 -0.1725
Si -0.1803 7.6107 20.6871 0.0067 0.0155 -0.1971
Si 5.3555 7.6248 16.2106 -0.0178 -0.0029 -0.1422
Si 2.9175 7.4408 20.1396 -0.0002 0.0157 -0.1945
Si 1.7886 7.3488 -11.1281 -0.0384 -0.0311 -0.1987
Si -1.4556 -0.6699 21.6187 0.0388 0.0043 -0.1941
Si 3.8186 5.76 22.598 0.009 0.022 -0.2075
Si 0.1359 -2.3122 15.7306 0.0244 0.0144 -0.1153
Si 0.9808 0.363 -2.3525 -0.0229 -0.0144 -0.1472
Si -2.7044 3.6624 -2.4754 -0.0263 0.0055 -0.1363
Si -2.6352 -1.6599 -6.2536 -0.0077 0.0315 -0.1975
Si -1.0576 6.7122 -11.5261 0.0158 0.0226 -0.1521
Si 7.5413 -0.0839 19.1925 -0.0264 -0.0388 -0.1887
Si -0.2428 1.1632 -9.2773 -0.0096 0.0358 -0.1422
Si -0.8135 6.5822 17.9998 -0.0067 -0.0071 -0.1845
Si 5.418 3.3449 16.2453 0.0094 -0.0009 -0.1302
Si 7.482 2.362 20.7271 0.0301 -0.0266 -0.1718
Si -1.0346 5.7176 22.9498 0.0119 -0.0257 -0.1997
Si 5.4295 2.5386 -3.7908 0.0107 -0.0011 -0.201
Si 6.3099 4.78 -12.5857 0.0053 -0.0396 -0.1954
Si 6.6823 -1.1623 -8.6249 0.0022 -0.0152 -0.1768
Si 0.0793 4.647 -2.8024 -0.0006 0.026 -0.1391
Si 1.4209 3.776 22.8958 -0.0313 0 -0.1786
Si 3.1969 5.4908 15.6556 0.0036 0.0139 -0.1266
Si 5.0606 -1.5463 18.783 0.0135 -0.0027 -0.16
Si -2.1459 -0.1246 16.2873 0.0153 -0.0003 -0.159
Si 6.0178 6.922 -9.4196 0.0397 -0.0111 -0.1705
Si 2.5056 2.7839 -9.7942 -0.0127 0.0254 -0.1761
Si 3.1518 -0.5261 13.2685 0.0043 -0.0035 -0.0019
Si 8.0256 4.8683 -10.104 -0.0023 0.0117 -0.1761
Si 1.8145 5.1624 18.3738 -0.0067 -0.0163 -0.1648
Si 3.8498 1.0932 17.6006 -0.0077 0.0252 -0.1462
Si 3.5685 6.9799 -6.1563 0.0218 -0.0207 -0.2175
Si 3.0975 4.6149 -12.2175 0.0056 0.0088 -0.2111
Si 4.1369 0.4716 -8.5741 -0.0145 0.0003 -0.1435
Si -0.3014 1.9094 21.0638 0.0016 -0.0201 -0.1805
Si 6.939 -0.3937 -13.2996 -0.0253 0.0222 -0.2037
Si -0.2797 -0.916 -4.7441 -0.0325 -0.0106 -0.2037
Si 0.0486 1.9099 15.9278 -0.0145 0.0048 -0.1419
Si 1.2505 7.2472 -4.091 0.0017 0.0286 -0.1857
O -2.5129 2.6105 -1.2676 -0.0102 -0.0325 0.0937
O 1.5018 -1.112 -2.0181 0.0113 -0.01 0.0612
O 0.0572 0.751 -1.0863 -0.0255 -0.009 0.0862
O 3.9963 -1.2211 -2.5695 -0.0294 -0.0153 0.0638
O 6.0844 -0.1815 -1.4274 0.0195 0.0259 0.1213
O 5.4604 5.8801 -1.2056 -0.0342 -0.0237 0.0747
O 7.8561 5.134 -1.8857 -0.0053 0.0103 0.052
O -0.2384 5.0477 -1.2705 0.0057 0.0214 0.1024
O -1.4716 -1.3745 -0.4506 -0.0049 -0.0034 0.0342
O 6.7873 3.386 23.5393 -0.0115 -0.0211 0.0756
O 4.7459 2.4331 17.4022 -0.0202 -0.0274 0.0656
O 2.9654 -0.6231 -8.3741 -0.0037 -0.0085 0.0501
O 6.5425 6.7983 -3.4228 0.0188 -0.0414 0.1273
O 1.6632 -2.6758 -12.5155 0.0314 -0.0171 0.1214
O 5.8721 7.5182 -10.9179 -0.03 -0.0136 0.1215
O 0.1115 4.6231 23.4172 -0.0015 0.0068 0.0644
O 4.1236 3.1755 -3.0474 -0.0584 0.0111 0.0949
O 5.2749 3.6836 -7.8843 0.0135 -0.0266 0.0786
O 1.3892 7.8963 20.4036 -0.0191 0.0012 0.0662
O 0.844 0.8289 15.0114 -0.0117 0.018 0.0528
O 2.1289 7.0162 -5.4323 -0.0605 0.005 0.1212
O -2.6044 5.3039 22.6807 0.0148 0.0095 0.0569
O -1.4334 -2.0666 -7.2962 -0.0204 0.0007 0.0835
O -1.2507 1.7663 -8.1452 -0.0059 -0.0009 0.0643
O 5.3536 -2.1846 15.0027 0.0125 -0.022 0.0894
O 6.6812 1.4547 21.8134 -0.0376 -0.0025 0.1229
O 2.0793 2.816 24.0292 0.0489 -0.0426 0.0955
O -0.2577 3.1632 14.9752 0.0143 -0.0259 0.0814
O 7.5226 7.6396 -1.1221 0.0263 0.0292 0.0755
O 4.5665 1.9882 23.3528 -0.0419 -0.005 0.0843
O 2.2288 1.3746 -2.5129 0.0083 0.0176 0.0528
O 4.3302 4.3313 15.5546 0.0131 -0.012 0.0517
O -1.8032 2.5179 21.0223 -0.0014 0.0066 0.0575
O 0.2332 1.7093 19.5475 -0.0488 -0.0071 0.1276
O -1.1486 0.8628 -10.6115 0.0246 0.0107 0.0826
O -2.4739 3.8628 -8.9309 0.0015 -0.0462 0.0823
O 6.3497 -1.0976 19.6592 0.0255 0.0099 0.0644
O 0.9358 2.413 17.1534 0.0283 0.0133 0.1129
O 5.4244 -0.3031 -9.1577 -0.0096 0.0056 0.0564
O 6.5969 -1.9276 -12.9457 0.004 -0.0427 0.0774
O 1.471 3.8019 -2.8594 0.021 -0.0149 0.0591
O 0.4264 -0.5938 -6.171 -0.0047 0.0122 0.1396
O 7.3851 7.9804 -5.6577 -0.0383 -0.0256 0.0981
O 2.1418 5.0704 16.7949 -0.0325 -0.011 0.1285
O 6.7757 6.2876 -12.9872 0.0026 0.0232 0.0742
O 0.232 7.1608 -10.6265 0.0153 0.003 0.0722
O 2.8496 4.0356 -8.7953 0.0328 0.0307 0.0866
O -2.4637 5.1166 15.0183 -0.0245 0.0162 0.0989
O -1.3095 1.2441 16.4797 -0.0083 -0.0041 0.0506
O -1.1455 -1.3465 15.941 -0.0219 0.0163 0.0535
O -1.8906 -0.9105 -5.0164 0.0275 0.0123 0.0879
O 2.5273 5.9546 -11.5107 -0.0085 0.0274 0.0735
O 7.4227 6.141 -9.3291 -0.0214 0.0181 0.0718
O 7.2049 2.2227 -7.1166 -0.0491 0.0009 0.0954
O 0.3409 5.9551 -3.7303 -0.0193 -0.048 0.0732
O 2.7149 1.2972 18.7268 -0.0275 0.0093 0.0708
O 2.6793 4.625 22.2834 -0.002 -0.0099 0.0699
O 6.6178 6.6607 15.9871 0.0052 -0.0017 0.0368
O 7.8465 -0.9536 -9.7559 -0.025 -0.0219 0.0986
O -1.5424 5.2739 -10.9764 -0.0238 -0.0248 0.0674
O 4.7763 5.9309 -9.1107 -0.0327 -0.0288 0.0819
O 5.3226 0.9321 -3.6262 -0.0052 -0.0282 0.0742
O 5.8937 2.3743 15.0538 -0.0149 0.0269 0.0894
O 4.645 1.2086 -7.2184 0.025 0.0318 0.0919
O 1.0142 2.1515 -9.5605 -0.0123 -0.0192 0.0514
O 3.8288 -2.2031 19.5993 -0.0356 -0.0319 0.0722
O -2.3711 7.6856 -11.5571 0 -0.0047 0.0562
O 6.194 -2.692 -8.4465 0.0055 0.033 0.0748
O -0.3739 0.5089 21.8657 -0.0066 -0.0152 0.0622
O 3.9454 6.8451 16.138 0.0176 0.0111 0.0564
O 6.9181 4.319 -11.1546 0.0381 -0.0006 0.1179
O 4.6977 -0.1729 18.0392 0.0192 -0.03 0.0665
O -2.5699 -0.7055 22.7684 -0.0539 0.0025 0.1494
O 2.3775 7.5491 -2.9657 0.0368 0.0302 0.1125
O 0.8 2.8534 21.7326 0.0376 0.0453 0.1044
O -1.022 7.5515 19.2851 0.019 0.0236 0.1309
O 2.6686 3.3474 -11.3023 -0.0141 -0.0509 0.1334
O -0.0611 7.3673 16.7956 -0.0271 -0.0451 0.1124
O -0.4602 6.7122 -13.0504 -0.0249 -0.0232 0.0985
O 7.2399 -0.732 -7.1544 0.0356 -0.0144 0.1211
O 3.4306 6.264 24.0789 -0.0303 0.0484 0.1419
O 7.2424 1.5266 19.3451 0.0068 0.0425 0.0942
O 7.903 -0.3963 17.6404 -0.0314 0.0062 0.1323
O 4.7892 7.4768 -5.2157 0.0494 0.0214 0.0986
O -1.2695 3.8191 -3.2702 -0.0042 0.0015 0.0532
O 3.7665 5.4691 -6.7177 -0.0153 0.0446 0.1107
O 7.5563 0.3864 -12.0308 0.0383 0.0218 0.155
O -0.7069 -2.0737 21.6037 -0.0148 0.0185 0.0731
O 1.4077 6.7916 -0.3107 -0.0026 -0.0008 0.0352
O -2.0955 -0.409 20.1588 0.0449 -0.0064 0.114
O 4.7022 4.6821 -12.46 -0.0083 0.0042 0.0664
O 6.8626 3.1449 -3.3042 0.0457 0.0182 0.0783
O 3.1636 0.7132 16.194 0.0335 0.0306 0.0955
O 7.7574 0.0222 15.0148 0.0228 -0.0112 0.0972
O 0.231 5.4622 18.5109 0.0054 -0.0019 0.0645
O -1.0931 6.8349 24.119 0.0166 0.0406 0.1405
O 2.6409 -2.7557 -9.9946 0.0282 0.0441 0.1399
O -0.4325 6.2646 21.5397 -0.0228 -0.0455 0.1218
O 5.3343 2.8935 -5.3592 -0.0112 0.0054 0.1861
O 7.4364 1.5968 -9.6583 -0.0032 0.0231 0.0907
O 5.5252 -2.5948 17.6539 -0.0079 0.0418 0.1077
O 2.0116 3.7431 19.1082 -0.0021 -0.0064 0.0642
O 0.0982 0.2513 -3.7044 0.0409 0.0381 0.1169
O 0.2239 -2.3869 -4.2751 0.0228 -0.0314 0.0719
O 6.1814 -1.5092 -3.8365 -0.0229 0.0419 0.0919
O 6.6822 4.1919 16.831 0.0048 0.0029 0.0487
O 3.62 6.9206 21.4887 0.0249 -0.0526 0.1324
O -0.5475 -1.5838 -13.4785 0.0076 -0.0331 0.0791
O 3.585 1.5961 -9.593 0.0249 -0.0329 0.0717
O 3.57 7.9267 -7.466 0.0174 -0.0382 0.1198
O 0.1553 -0.299 -8.7527 0.0023 -0.0533 0.0911
O -2.2069 5.9095 17.5073 0.0373 0.0179 0.0762
O 1.0833 -2.4873 -7.9235 -0.0246 0.0095 0.0763
O 1.5229 -1.4699 16.0295 -0.0049 0.001 0.0529
O 6.8936 3.8715 20.9189 -0.0073 0.0238 0.0869
O 2.8088 6.2505 19.0368 0.0204 0.0473 0.093
O 5.411 5.3576 22.5227 -0.0056 -0.0002 0.0523

Results
free energy: -158844.633 eV
free energy less fixed offsets of O -570.45, Si -639.56 eV per atom: -5.343 eV

The program warned: the cutoff lies below the one the program advises for these potential files; the forces do not sum to zero within the program's tolerance; empty levels may hold ghost states of the PAW files; the exchange-correlation potential is rough where the density is thin.
